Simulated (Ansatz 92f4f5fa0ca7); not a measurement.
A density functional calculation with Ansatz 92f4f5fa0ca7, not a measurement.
Periodic cell of 257 atoms, Si144O113, from a study of silicon, its oxide and their interface. The atomic structure is a simulated model.
This geometry differs little from another in the collection (a relaxation step or a small displacement).

Settings: functional r2SCAN; potential files Ansatz PAW; basis plane waves; wave-function cutoff 800 eV; density cutoff ratio 5; exchange-correlation grid ratio 1; k mesh 1 x 1 x 1, shifted by 0.5 0.5 0 of a step; self-consistency stop 1e-10 eV per atom in the density residual; occupations fixed; spin none; net charge 0.

Cell vectors (angstrom)
a  10.88  0  0
b  0  10.88  0
c  0.7525  1.6661  35.8947

Atoms: element, x, y, z (angstrom)
Si  11.6611  3.7769  -7.3861
Si  9.5569  2.8612  -4.203
Si  5.7536  7.8065  -1.0048
Si  5.7235  5.9556  -8.7735
Si  2.8798  3.5321  -5.3218
Si  7.1077  3.2025  -0.0186
Si  5.8141  3.9177  -6.464
Si  2.021  3.6433  -0.6273
Si  6.2849  7.6367  1.3692
Si  9.9687  11.353  0.5827
Si  6.1512  2.3647  1.8744
Si  9.2601  5.1846  1.2978
Si  1.7449  8.2122  1.2781
Si  4.5998  11.4834  1.6859
Si  10.8826  14.9417  2.6377
Si  4.6719  5.8703  1.6475
Si  5.4933  9.5031  2.6753
Si  8.027  12.3783  2.8651
Si  5.3572  4.159  3.0418
Si  8.0429  6.6809  2.6529
Si  10.9848  9.304  2.5406
Si  13.6362  12.3169  2.8522
Si  12.2261  13.4582  1.3754
Si  2.8729  6.8137  2.7346
Si  4.1048  8.2403  4.1234
Si  6.8897  10.7633  4.1163
Si  3.973  13.671  4.3032
Si  6.8463  5.4488  4.2481
Si  9.491  8.0958  3.9426
Si  12.1804  10.8488  3.9887
Si  9.5356  13.6626  4.1139
Si  12.2651  5.4356  3.9968
Si  5.4367  6.8468  5.5058
Si  8.2172  9.4309  5.4649
Si  5.4713  12.2099  5.4149
Si  8.2178  14.9729  5.5284
Si  10.8793  6.7911  5.3397
Si  13.5609  9.5599  5.4142
Si  10.8691  12.2231  5.4185
Si  13.5006  15.0267  5.5666
Si  6.8206  8.1559  6.8682
Si  9.5298  10.8627  6.8021
Si  6.8139  13.5799  6.7791
Si  9.5722  5.4686  6.8093
Si  12.2212  8.1571  6.7245
Si  4.0779  10.8906  6.7697
Si  12.1849  13.5847  6.8539
Si  4.0619  5.4809  6.8553
Si  5.414  9.5451  8.1668
Si  8.1434  12.2352  8.1504
Si  5.4613  14.9391  8.1341
Si  8.1968  6.7776  8.1856
Si  10.9084  9.497  8.1313
Si  2.7507  12.2382  8.1528
Si  10.8516  4.0941  8.2032
Si  13.557  6.8546  8.1571
Si  4.0353  8.1937  9.5264
Si  6.7632  10.9179  9.5146
Si  4.1239  13.5856  9.5054
Si  6.8217  5.3995  9.5081
Si  9.56  8.1511  9.5138
Si  12.2926  10.8336  9.4854
Si  9.467  13.6145  9.5273
Si  12.2215  5.4846  9.5179
Si  5.4197  6.7806  10.7769
Si  8.1474  9.5217  10.7687
Si  5.4383  12.2481  10.9565
Si  8.1292  4.0714  10.9603
Si  10.8924  6.8242  10.9501
Si  2.7183  9.5268  10.9755
Si  10.8979  12.2142  10.7377
Si  2.7605  14.9975  10.7602
Si  6.7702  8.1578  12.0704
Si  9.5475  10.8516  12.0698
Si  6.7759  13.5999  12.371
Si  9.5019  5.4705  12.2913
Si  1.3794  8.1476  12.3855
Si  4.0912  10.8843  12.354
Si  12.2824  13.5966  11.9962
Si  4.1042  5.4252  12.1612
Si  5.5135  9.4319  13.5975
Si  8.2589  12.1614  13.5135
Si  5.3506  4.1225  13.6871
Si  8.0474  6.8773  13.5402
Si  -0.0876  9.5654  13.6109
Si  2.6618  12.3619  13.5355
Si  10.9868  4.026  13.4161
Si  2.8323  6.7299  13.6554
Si  4.6262  7.6652  14.9195
Si  7.3383  10.3756  14.733
Si  3.5465  3.2004  14.9286
Si  6.3539  5.8907  14.8803
Si  8.9764  8.6376  14.8396
Si  0.8332  11.4396  14.674
Si  8.6896  2.8748  17.3012
Si  1.7825  4.9402  14.7832
Si  4.4412  10.0965  -5.0775
Si  10.0726  13.1535  14.6432
Si  5.9653  10.0962  21.5703
Si  10.1232  10.2668  20.9486
Si  4.7734  5.1014  -0.5353
Si  1.4704  11.0851  16.8613
Si  2.7036  9.1682  24.1861
Si  12.079  7.97  21.9601
Si  4.7036  7.026  24.6214
Si  3.8406  8.35  20.334
Si  3.0112  8.4733  17.4822
Si  2.6898  12.1189  24.0645
Si  8.3643  11.8918  -1.9238
Si  5.6653  12.0896  -7.0587
Si  1.414  13.0641  -3.251
Si  9.8827  9.2244  -8.0032
Si  4.299  3.5065  19.6061
Si  12.2303  4.1164  19.5188
Si  7.7702  7.8277  -9.7743
Si  11.1613  6.3112  -0.7595
Si  3.5326  10.0539  -0.5611
Si  8.1376  5.1549  -5.3809
Si  7.4394  5.7411  16.9928
Si  10.7167  12.3887  19.0483
Si  8.3203  9.1154  23.0237
Si  11.1064  7.7287  -3.5061
Si  6.7685  9.48  -3.2665
Si  1.676  6.1401  -5.7891
Si  8.1644  6.2207  21.845
Si  9.4744  3.1534  -7.0695
Si  4.5844  12.5862  -9.7955
Si  8.7628  8.2824  -5.1447
Si  5.922  6.0517  19.6712
Si  11.6058  3.4626  24.1914
Si  6.496  10.5774  -9.4031
Si  5.0047  13.0345  22.2208
Si  8.9019  7.5916  16.9722
Si  7.8102  9.7149  19.0082
Si  4.0383  12.8518  16.9123
Si  1.838  9.0304  -9.1885
Si  2.0145  10.2437  -3.2679
Si  9.0656  11.9476  -9.218
Si  3.8326  8.0121  -7.1933
Si  11.7083  6.2903  17.4978
Si  6.217  4.7309  23.5928
Si  2.029  3.2793  -10.2189
Si  10.7809  5.0749  21.9168
Si  6.7482  11.5073  16.6678
O  4.7991  6.9857  -7.9535
O  9.5176  11.2765  -0.965
O  12.2005  8.8143  -3.0769
O  8.8149  4.31  -4.1669
O  2.5626  9.4663  0.6036
O  4.2481  11.3541  0.0767
O  11.2835  12.2623  0.7292
O  9.3708  8.7917  -6.5432
O  4.6233  8.9494  -0.9321
O  8.7732  11.9324  1.4742
O  10.2282  9.8781  1.1771
O  4.1728  13.392  20.8737
O  6.7898  9.6467  20.2483
O  1.9937  9.5513  16.856
O  6.1348  4.2536  -0.7769
O  4.2208  8.1683  16.4468
O  4.9801  6.4352  -1.453
O  4.6602  8.87  -6.1097
O  10.8081  6.7746  -2.2531
O  3.542  9.0479  18.8986
O  6.3159  6.1325  18.1132
O  2.7892  4.679  -10.3892
O  9.1696  10.2804  22.2604
O  9.8168  6.1698  0.1171
O  8.9876  12.6773  -3.1685
O  6.5395  4.904  -5.4105
O  11.8307  13.5452  18.9746
O  10.4404  7.2869  17.4411
O  5.7736  4.5791  -7.9413
O  2.528  7.7979  21.0733
O  1.6449  13.374  -1.6958
O  2.7798  13.4276  -4.0507
O  2.6965  10.6186  23.4657
O  5.4833  4.5305  19.9601
O  7.3917  13.005  16.6966
O  11.8864  4.884  -0.8361
O  2.6793  12.0722  17.3148
O  3.1804  9.0087  -8.2933
O  9.8614  2.7992  16.1934
O  4.7374  7.0653  20.0075
O  6.7513  8.2259  -2.2252
O  8.0125  8.4151  18.0797
O  9.2743  13.0551  18.653
O  8.7325  9.0984  24.5757
O  6.7406  9.4413  22.8417
O  10.7188  11.7297  20.5467
O  11.4587  5.28  18.7234
O  9.4033  13.1401  -5.702
O  5.9079  3.4267  22.6786
O  8.2393  4.4085  17.5213
O  9.5564  10.7846  -8.2183
O  2.9339  4.3308  19.3736
O  11.1524  11.2721  17.9495
O  2.4674  5.0434  -4.9043
O  3.5166  4.1793  -0.9656
O  7.4651  9.1154  -4.6843
O  2.1881  7.1125  17.7512
O  7.4908  12.9485  -1.0922
O  10.1855  12.2661  -10.3097
O  3.0498  12.9094  -10.1221
O  4.7292  12.779  -8.1993
O  1.871  2.9883  -6.4684
O  7.454  10.7071  -2.4957
O  4.3536  3.6077  -5.9062
O  1.4129  12.9975  23.5937
O  9.3604  5.344  21.2102
O  1.852  4.6051  24.4123
O  7.7365  11.44  -9.9981
O  11.8849  5.4173  16.1539
O  11.1132  3.1151  -3.8458
O  8.427  4.013  0.5137
O  6.6661  9.0126  -9.6786
O  9.1652  8.3285  -9.146
O  11.7997  4.1905  21.0569
O  7.2255  10.8815  18.0772
O  5.5085  13.5506  -10.7245
O  1.4971  8.3684  23.498
O  8.8006  13.2674  -8.3285
O  4.8378  11.4679  -5.8326
O  5.8561  11.6924  21.8615
O  7.1236  6.4461  20.6546
O  11.8943  11.5051  -3.4463
O  4.0192  12.8037  23.4734
O  9.2707  9.9287  19.6257
O  1.7186  7.7016  -10.118
O  5.133  5.9558  23.47
O  1.9025  10.3022  -10.2031
O  11.797  5.3686  -7.0017
O  4.6211  2.7335  18.2255
O  2.6697  7.2217  -6.4223
O  12.107  7.3885  -0.0297
O  7.6033  5.3767  23.1045
O  11.3896  6.5401  22.1256
O  11.227  9.1206  21.2035
O  5.2783  9.904  -3.7142
O  10.5229  4.1748  23.2377
O  5.1059  11.0692  -10.081
O  8.6603  7.673  22.3681
O  8.689  4.559  -6.7911
O  7.2116  6.5719  -8.93
O  4.5114  9.443  21.3219
O  4.0981  8.3708  23.9663
O  11.4765  9.0535  -8.161
O  5.1723  5.7235  -10.2802
O  6.4817  10.898  -7.7992
O  12.0006  3.4526  -8.9208
O  9.7854  8.536  -3.9262
O  8.4218  6.7162  -5.2553
O  2.9059  10.1801  -4.6092
O  6.5518  13.3388  -6.5166
O  5.1387  11.7026  16.5522
O  2.8173  10.5312  -1.9058
O  11.5247  6.8769  -4.8071

Results
free energy: -156562.883 eV
free energy less fixed offsets of O -570.45, Si -639.56 eV per atom: -5.393 eV

Forces (eV/angstrom), in the order of the atoms: element, x, y, z
Si  0.0067  0.0022  -0.0029
Si  0.0002  -0.0006  0.0085
Si  0.0025  -0.0002  0.0052
Si  0.0003  0.0017  -0.0034
Si  0.0018  -0.0013  0.0049
Si  -0.0012  0.0044  0.0055
Si  -0.0007  0.0004  -0.0033
Si  0.0001  -0.0014  0.0055
Si  0.001  -0.0005  -0.0013
Si  0.0012  0.0041  0.0148
Si  0.0026  0.0008  -0.003
Si  0.0008  -0.0021  -0.0021
Si  -0.0016  0.002  0.0019
Si  -0.0001  -0.004  -0.0003
Si  -0.0004  0.0015  -0.0003
Si  0.0016  0.0018  -0.0028
Si  0.0002  0.0012  -0.0005
Si  0.0062  -0.0033  -0.0023
Si  0.0003  0.0002  -0.0001
Si  0.0014  0.0004  -0.0009
Si  0.0003  0.003  -0.0005
Si  -0.0003  -0.0011  -0.0021
Si  -0.0029  -0.0038  -0.0007
Si  0.0006  -0.0012  0.0015
Si  0.0013  -0.0007  0.0001
Si  0.0018  -0.0022  -0.002
Si  0.001  0.001  0.0006
Si  -0.0015  0.0009  0.0001
Si  0.0004  0.0014  -0.001
Si  -0.0004  -0.0004  -0.0015
Si  0.0001  -0.0022  0.0008
Si  0.0013  0.0003  -0.0022
Si  0.0008  0.0013  -0.0005
Si  -0.0002  0.0003  0.0006
Si  0.0003  0.0003  -0.002
Si  0.001  -0.0002  0.0005
Si  0.0007  -0.0009  0.0005
Si  0.0013  0.0005  -0.0003
Si  0.0016  0.0005  0.0009
Si  -0.0007  0  0
Si  0.0012  -0.0013  0.0009
Si  0.0019  -0.0013  -0.0003
Si  0.0009  -0.0009  -0.0004
Si  0.002  0.001  0.0006
Si  -0.0004  0.0006  0
Si  -0.0007  -0.0005  0.0007
Si  -0.0002  0.0001  0.0005
Si  0.0003  0.0007  -0.0003
Si  -0.0003  0.0012  -0.0009
Si  0.0009  0.0013  -0.0006
Si  0.0015  -0.0004  -0.0007
Si  0.0024  -0.0007  0.0003
Si  0.0008  -0.0009  0.0009
Si  0.0001  -0.002  0.0002
Si  -0.0004  0.0011  -0.0004
Si  -0.0007  0.0005  -0.0011
Si  -0.0002  0.0001  0.0003
Si  0.0007  -0.0012  0.0004
Si  0.0006  0.0012  -0.0006
Si  0.0011  -0.0006  -0.0002
Si  -0.0003  0.0005  -0.0003
Si  0  0.0001  -0.0012
Si  0.0004  -0.0007  0.0002
Si  0.0002  0.0016  -0.0003
Si  0.0011  -0.0009  0.0005
Si  0.0026  0.0001  0.0004
Si  -0.0007  0.0003  0.0012
Si  0.0003  0.0012  0.0017
Si  0.0009  0.0006  0.0013
Si  0  -0.0004  0.0014
Si  0.0003  -0.002  0.0008
Si  0.0026  -0.0004  0.0005
Si  0.0009  0.0001  -0.0006
Si  -0.0005  0.0003  0
Si  0.0001  0.0002  0.0019
Si  0.0007  0.0008  0.0017
Si  -0.0003  0.0005  0.0014
Si  0.0005  0.0004  0.0013
Si  0.0011  0.0009  -0.0001
Si  -0.0005  -0.0001  0.0006
Si  -0.0007  -0.0004  -0.0017
Si  0.0026  0.0007  -0.0019
Si  0.0011  -0.0001  -0.0022
Si  0.0017  0.0011  0.001
Si  0.0011  -0.0015  -0.0014
Si  0.0009  0.0004  -0.0007
Si  0.0024  -0.0015  -0.0025
Si  0.0015  0.0011  -0.0027
Si  -0.0008  0.0007  0.0037
Si  0.0012  0.0013  0.0031
Si  -0.0007  0.001  0.0031
Si  0.0019  0.0011  0.0039
Si  -0.002  -0.0017  0.0044
Si  0.0021  -0.0006  0.0012
Si  -0.0019  0.0018  -0.0024
Si  -0.0009  0.0006  0.0037
Si  0.0002  -0.0024  0.0033
Si  -0.0025  0.0015  0.0043
Si  -0.0003  -0.0015  -0.0034
Si  0.0006  0.0006  -0.0051
Si  0.0019  -0.005  0.0022
Si  0.0006  -0.0027  -0.0021
Si  -0.0033  -0.0006  -0.0027
Si  0.0009  0.0007  -0.0029
Si  -0.0019  0.0013  -0.0022
Si  -0.0004  0.002  -0.0013
Si  -0.0002  -0.0003  -0.0047
Si  -0.0015  -0.0016  -0.0032
Si  -0.002  -0.0031  0.0073
Si  -0.0021  -0.002  -0.0002
Si  0.0006  -0.0009  0.0074
Si  -0.0024  -0.0016  -0.0023
Si  -0.0015  0.0003  -0.0032
Si  0.0055  -0.0039  -0.0009
Si  -0.003  0  -0.0051
Si  0.0003  0.0022  0.0049
Si  0.0003  0.0014  0.0053
Si  -0.0048  0.0044  0.0049
Si  0.0072  -0.0049  0.0024
Si  -0.0013  -0.0028  -0.0029
Si  0.0011  -0.0011  -0.0021
Si  -0.0023  -0.0007  0.0054
Si  -0.0014  -0.0029  0.0035
Si  -0.0003  0.0041  0.0009
Si  -0.0032  0.001  -0.0035
Si  -0.0071  -0.0013  0.0005
Si  -0.0023  -0.0014  -0.0039
Si  0.0008  0.0015  0.0011
Si  -0.0008  0.0038  -0.0017
Si  0.0008  -0.0013  -0.0035
Si  -0.0021  -0.0033  -0.0023
Si  -0.0015  -0.0012  -0.0032
Si  0.005  -0.0042  -0.0006
Si  -0.0009  0.0007  -0.0026
Si  -0.0005  -0.0027  -0.0009
Si  -0.0001  -0.0021  -0.0041
Si  0.0016  0.0004  0.0041
Si  -0.0001  -0.0041  -0.0051
Si  0.0019  0.0012  -0.0044
Si  -0.001  0.0016  -0.0061
Si  -0.0019  -0.0004  -0.0027
Si  0.0014  -0.0006  -0.0043
Si  -0.0007  -0.0008  -0.0043
Si  -0.0019  0.0025  -0.003
O  -0.0002  -0.0008  0.0008
O  -0.0016  0.0016  -0.004
O  -0.0022  -0.0005  0.0024
O  0  -0.0031  -0.0056
O  0.0023  0.002  -0.0042
O  0.001  -0.0022  -0.0047
O  -0.0077  -0.0024  -0.004
O  -0.0002  -0.003  0.0034
O  -0.001  -0.0016  -0.0041
O  0.0123  0.0012  -0.0074
O  -0.0014  0.0048  0.001
O  -0.0007  0.0003  0.0016
O  -0.0009  0.0002  -0.0001
O  0.0003  0  -0.0023
O  -0.0002  0.0006  -0.0035
O  -0.0013  -0.0009  0.0034
O  -0.0013  0.0007  0.0011
O  -0.0034  -0.0009  -0.0006
O  0.0006  0.0006  -0.0033
O  -0.0005  -0.0012  0.0011
O  0.0055  -0.0031  0.003
O  -0.0017  -0.0018  0.0019
O  -0.0003  -0.0016  0
O  0.0014  -0.0001  -0.0031
O  0.0032  0.002  -0.0048
O  0.0015  -0.0008  -0.0012
O  0.0025  0.008  0.0004
O  -0.0047  -0.0005  -0.0016
O  -0.0007  -0.0018  0.0033
O  -0.0013  -0.0001  0.0013
O  -0.0025  0  -0.0058
O  0.0003  0.0002  -0.0004
O  -0.0038  -0.001  0.0014
O  -0.0025  -0.0004  0.0022
O  0.0032  0.0007  -0.0003
O  0.0027  0.0017  -0.0003
O  0.0051  -0.0006  -0.0021
O  0.0016  -0.0053  0.0017
O  0.0014  -0.0015  0.001
O  0.0057  -0.0034  -0.0001
O  0.0003  0.0022  -0.0041
O  -0.0025  0.0044  0.0033
O  0.0037  -0.0006  -0.0016
O  -0.0031  0.0022  0.0043
O  0.003  -0.001  -0.002
O  0.0007  -0.0015  -0.0015
O  0.0021  -0.0046  0.0013
O  0.0005  -0.0001  -0.0016
O  -0.0005  0.0005  0.0021
O  -0.0016  0.0075  -0.0015
O  -0.0007  0.0016  -0.0004
O  -0.0065  -0.0021  0.0064
O  0.0005  0  -0.0015
O  -0.0016  -0.0017  0.0012
O  -0.0015  -0.0014  -0.0019
O  0.0005  -0.0003  -0.0011
O  -0.0006  -0.0008  -0.0021
O  0.0018  -0.0043  -0.0023
O  -0.0038  -0.0007  0.0036
O  -0.0013  0.001  0.0019
O  0.0002  0  0.0022
O  -0.0031  -0.0007  0.0011
O  0.0008  0.0009  -0.0013
O  -0.0029  0.001  0.0003
O  -0.0006  0.0009  0.0018
O  -0.0006  -0.0006  0.0024
O  -0.0015  0  0.0018
O  0.0002  0.0001  0.0022
O  0.0009  0.0019  0.0021
O  -0.0027  -0.0009  -0.0027
O  0.0002  -0.0027  0.0005
O  0.0033  -0.0021  -0.0002
O  -0.0003  0.0005  0.0021
O  -0.0034  -0.0034  -0.0039
O  0.0029  -0.0007  0.0015
O  -0.0015  -0.0008  0.002
O  0.0002  -0.0019  0.0008
O  0.0025  0.0014  0.0021
O  -0.0008  0.0005  -0.001
O  -0.0016  0.0014  -0.001
O  -0.0036  0.0006  0
O  -0.0001  0.0012  0.0008
O  -0.0014  -0.0005  0.0011
O  -0.0002  -0.0003  0.0025
O  -0.0028  -0.0011  0.0008
O  -0.0018  0  0.0041
O  -0.0014  -0.0034  0.0011
O  -0.0009  -0.003  -0.0008
O  -0.0045  0  0.0014
O  -0.0022  -0.003  0.0008
O  -0.0018  0.0006  -0.0058
O  -0.0031  -0.0003  0.0014
O  -0.0022  -0.0065  0.0001
O  0.0001  -0.0023  0.0005
O  -0.0006  0.0006  -0.0036
O  0.0008  -0.0003  -0.0001
O  0.0002  -0.0001  0.0013
O  -0.0013  0.0012  0.0034
O  0.0004  -0.0027  0.0002
O  -0.0015  0  -0.0027
O  0.0018  -0.0004  -0.0002
O  -0.0025  -0.0017  0.0025
O  -0.0036  -0.0011  0.0013
O  -0.0013  -0.0009  0.0029
O  -0.0012  0.0016  0.001
O  -0.0041  0  0.0058
O  -0.001  -0.002  -0.0023
O  -0.0006  -0.0037  -0.0016
O  -0.0003  -0.0007  -0.0014
O  -0.001  -0.0002  0.0014
O  -0.0017  0.0027  0.0037
O  0.0003  -0.0011  -0.0029
O  0.0023  0  -0.0025

The program warned: the cutoff lies below the one the program advises for these potential files; the forces do not sum to zero within the program's tolerance; empty levels may hold ghost states of the PAW files; the exchange-correlation potential is rough where the density is thin.
